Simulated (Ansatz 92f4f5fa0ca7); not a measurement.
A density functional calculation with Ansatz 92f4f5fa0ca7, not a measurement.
Periodic cell of 234 atoms, Si146O88, from a study of silicon, its oxide and their interface. The atomic structure is a simulated model.
Doubt: the cutoff is far below the 930 eV that the study's wrapper takes by default for these files, so forces and energies are approximate.
This geometry differs little from another in the collection (a relaxation step or a small displacement).

Settings
functional: PBE
potential files: Ansatz PAW
basis: plane waves
wave-function cutoff: 580 eV
density cutoff ratio: 5
exchange-correlation grid ratio: 1
k mesh: 1 x 1 x 1, Gamma-centred
self-consistency stop: 5e-08 eV per atom in the density residual
occupations: fixed
spin: none
net charge: 0

Cell vectors (angstrom)
a 11.6015 0 0
b 0 10.938 0
c 0 0 32.7389

Atoms and the computed forces on them: element, x, y, z (angstrom), force x, y, z (eV/angstrom)
Si -0.0548 -0.3303 24.0407 -0.002 0.095 -0.0172
Si 3.9748 0.078 23.8701 -0.1056 0.0832 0.0183
Si 7.625 0.1731 24.0389 -0.0029 0.1086 0.0204
Si 1.7992 1.1959 23.8851 0.0491 -0.0803 0.053
Si 5.7424 1.6095 24.0649 0.0468 -0.108 0.0187
Si 9.7412 1.2789 23.9617 0.0205 -0.0783 0.0397
Si -0.1798 5.5347 24.0524 0.091 0.0224 0.0351
Si 3.825 5.5837 24.1797 -0.0097 0.0311 0.0336
Si 7.4147 5.4675 24.256 0.0277 0.0532 0.019
Si 1.8369 6.8169 23.9708 -0.0808 0.0194 0.0427
Si 5.6747 7.0249 24.3206 -0.0143 -0.09 -0.0186
Si 9.3962 6.7242 24.1958 -0.0674 -0.0658 -0.0064
Si 1.8972 2.6174 25.8953 0.0282 -0.049 -0.0757
Si 5.7053 2.7974 26.0714 -0.0491 -0.0544 -0.0297
Si 9.6297 2.6512 25.9411 -0.0464 -0.0593 -0.0275
Si -0.0348 4.0024 25.8785 0.0075 0.0705 -0.0218
Si 3.7565 4.1118 26.0314 -0.0277 0.0647 0.0104
Si 7.6744 4.0197 26.0645 0.1022 0.0994 -0.0182
Si 1.9049 8.1946 25.9505 0.0112 -0.1188 -0.0793
Si 5.7341 8.4289 26.1267 0.0288 -0.0333 0.0226
Si 9.534 8.2616 25.9846 0.0005 -0.0565 0.0164
Si -0.0592 9.4842 26.0694 0.0169 0.078 -0.0061
Si 3.7649 9.69 25.9163 0.0084 0.0795 -0.035
Si 7.6932 9.7439 26.0216 0.0054 0.0272 -0.0464
Si -0.0375 -0.0003 27.9261 0.0111 -0.0644 0
Si 3.7949 0.0188 27.9106 0.006 -0.0556 0.0167
Si 7.7017 0.0725 27.9672 0.0136 -0.0458 0.0395
Si 1.8825 1.3668 27.9043 -0.0347 0.0446 0.0382
Si 5.7304 1.3558 27.9291 -0.0099 0.0503 0.0108
Si 9.6517 1.3717 27.9213 -0.0145 0.044 0.0042
Si -0.0243 5.4427 27.8341 -0.0311 -0.0721 -0.0098
Si 3.8159 5.4939 27.9374 0.0345 -0.0577 -0.0008
Si 7.7106 5.4848 27.919 -0.0256 -0.0614 0.0131
Si 1.8985 6.8353 27.8918 0.0015 0.0392 0.05
Si 5.7658 6.8503 27.91 -0.0104 0.0707 -0.0084
Si 9.6336 6.8295 27.884 0.0277 0.0464 0.0138
Si 1.9336 2.7345 29.8397 -0.0851 0.1392 -0.0667
Si 5.8008 2.7345 29.8397 -0.0981 0.0713 0.0535
Si 9.6679 2.7345 29.8397 0.0589 0.1126 0.0152
Si 0 4.1018 29.8397 -0.0348 0.0696 -0.2178
Si 3.8672 4.1018 29.8397 0.0164 0.0064 0.157
Si 7.7343 4.1018 29.8397 -0.05 0.0367 0.0343
Si 1.9336 8.2035 29.8397 -0.1078 0.0024 -0.0567
Si 5.8008 8.2035 29.8397 -0.0261 -0.0738 0.1056
Si 9.6679 8.2035 29.8397 0.0547 -0.0653 -0.1443
Si 0 9.5708 29.8397 -0.015 -0.0422 0.1529
Si 3.8672 9.5708 29.8397 -0.0615 -0.082 -0.1249
Si 7.7343 9.5708 29.8397 -0.0534 0.0158 0.0296
Si 0 0 31.7733 0.0036 0.0244 -0.0161
Si 3.8672 0 31.7733 -0.0015 0.0936 0.0137
Si 7.7343 0 31.7733 0.0019 -0.0452 -0.0045
Si 1.9336 1.3673 31.7733 -0.0038 -0.1858 0.0685
Si 5.8008 1.3673 31.7733 -0.0088 -0.0045 -0.0327
Si 9.6679 1.3673 31.7733 0.0145 0.0047 -0.0144
Si 0 5.469 31.7733 0.0048 0.1483 -0.0236
Si 3.8672 5.469 31.7733 -0.0015 0.0609 0.0365
Si 7.7343 5.469 31.7733 -0.0185 -0.0032 0.0067
Si 1.9336 6.8362 31.7733 -0.0062 -0.1022 0.0243
Si 5.8008 6.8362 31.7733 -0.0031 0.1163 -0.0666
Si 9.6679 6.8362 31.7733 0.0019 -0.0268 -0.0159
Si 1.9336 2.7345 0.9679 0.0492 -0.0088 0.4201
Si 5.8008 2.7345 0.9679 -0.0021 0.0347 -0.0363
Si 9.6679 2.7345 0.9679 0.0221 0.1104 -0.2592
Si 0 4.1018 0.9679 0.1522 -0.0163 0.1518
Si 3.8672 4.1018 0.9679 -0.1393 -0.0315 0.0998
Si 7.7343 4.1018 0.9679 0.0881 -0.0183 -0.0625
Si 1.9336 8.2035 0.9679 0.0812 -0.0488 0.1471
Si 5.8008 8.2035 0.9679 -0.0843 -0.0645 -0.4137
Si 9.6679 8.2035 0.9679 0.1162 -0.0703 -0.0159
Si 0 9.5708 0.9679 0.0925 0.0057 0.0651
Si 3.8672 9.5708 0.9679 -0.0539 0.0071 0.1635
Si 7.7343 9.5708 0.9679 0.0527 -0.1022 -0.0732
Si 0.0469 0.0222 2.893 0.0128 -0.0579 -0.0261
Si 3.872 0.0116 2.923 0.0216 -0.0757 -0.0233
Si 7.7797 0.0241 2.8556 -0.0104 -0.0522 0.0017
Si 1.9657 1.391 3.0042 -0.0233 0.1072 -0.0505
Si 5.8257 1.3309 2.8633 -0.0052 0.0379 -0.0009
Si 9.7171 1.3471 2.8428 0.0049 0.0515 0.0007
Si 0.092 5.4446 2.9455 -0.0293 -0.0717 -0.0135
Si 3.8608 5.41 2.9555 0.0089 -0.0505 -0.0002
Si 7.772 5.4976 2.8729 0.0025 -0.0678 -0.0321
Si 1.9718 6.8678 2.9561 0.0293 0.0524 0.0057
Si 5.7902 6.7611 2.799 0.0037 0.047 -0.0277
Si 9.7508 6.7972 2.8814 0.0073 0.0641 -0.0179
Si 2.0111 2.5994 5.1262 -0.0049 -0.0363 0.0773
Si 5.9176 2.6483 4.7956 0.0021 -0.0219 -0.0038
Si 9.7562 2.7967 4.6733 -0.0463 -0.0523 -0.009
Si 0.1083 4.0427 4.9002 0.0703 0.0872 -0.0114
Si 3.9505 3.9552 4.8941 -0.0371 0.0544 -0.0028
Si 7.7968 4.0777 4.7416 -0.0005 0.0661 0.0233
Si 1.939 8.3156 4.8926 -0.0211 -0.0822 0.0151
Si 5.8271 8.24 4.5748 -0.052 -0.0605 -0.0037
Si 9.7453 8.2109 4.7616 0.0641 -0.0644 -0.0059
Si 0.0258 9.7021 4.8792 -0.053 0.0465 0.0286
Si 3.9173 9.6082 4.8807 0.0418 0.0749 0.0232
Si 7.7975 9.4839 4.6741 0.0005 0.0699 0.0046
Si -0.0257 0.1443 6.9066 0.0899 0.1092 -0.0223
Si 4.1029 -0.0585 6.9379 -0.0916 0.0719 -0.0125
Si 7.9895 -0.1577 6.5867 -0.0515 0.1897 0.0073
Si 2.1037 1.2031 7.3318 -0.0218 -0.0631 -0.171
Si 6.0553 1.2444 6.7122 0.03 -0.1509 -0.0181
Si 9.6308 1.5046 6.5782 0.0598 -0.167 0.0121
Si -0.0508 5.4857 6.7753 0.1072 0.0053 -0.0285
Si 3.9474 5.5742 6.5908 0.0187 0.0139 -0.0218
Si 7.727 5.4331 6.6656 0.0533 0.0631 -0.0063
Si 1.9189 6.76 6.672 -0.0673 -0.0238 -0.0444
Si 5.9082 6.8699 6.4139 -0.0352 -0.086 -0.0256
Si 9.6516 6.8193 6.6714 -0.0716 -0.0805 0.0035
O -0.0503 4.8252 8.3106 -0.0489 0.003 0.0332
O 9.7359 7.7051 8.077 0.0014 0.0388 -0.0028
O 7.5349 4.5763 8.0897 -0.0015 -0.0419 0.0103
O 2.299 1.8567 8.8729 0.0018 0.04 0.2346
O 8.4538 10.0363 8.0279 0.0204 -0.043 -0.0021
O 6.1334 8.0335 7.5865 -0.0245 0.0405 0.0644
O 4.4109 9.9592 8.3039 0.0782 -0.0814 0.009
O 6.3265 2.2109 8.0436 0.0357 0.0619 0.0203
O 2.0849 7.173 8.3079 0.0538 -0.0063 0.0436
O 3.9028 5.2066 8.2483 -0.0249 0.0369 0.014
O 9.0588 2.4177 7.8658 -0.0425 0.0283 -0.004
O 11.1684 9.9962 8.1006 -0.0784 -0.0649 0.0058
O 7.0101 4.7416 22.7861 -0.0417 -0.0187 -0.0062
O 4.5421 10.0984 22.5724 0.0738 -0.0661 -0.0205
O 4.2345 4.6662 22.8527 0.0519 -0.0079 0.0044
O 1.902 7.7183 22.5457 -0.03 0.0329 -0.0416
O -0.2589 7.3963 20.9852 0.0068 0.0091 0.0222
O 10.1404 2.3951 22.7405 0.0242 0.0556 -0.0206
O -0.4976 5.1338 22.4209 -0.0502 0.0231 0.0021
O 5.7 2.4666 22.6207 -0.0089 0.0704 -0.0157
O 5.8082 7.7809 22.8343 0.0043 0.0249 0.0195
O 1.2899 2.2767 22.6832 -0.0501 0.0366 -0.0249
O 9.3029 7.1245 22.5585 0.0294 -0.018 -0.0161
O 7.2761 10.0462 22.8093 -0.0273 -0.0562 0.0066
Si -3.6886 1.6124 11.226 0.0062 0.0064 0.0359
Si 8.8242 5.952 11.3379 0.0156 0.0103 0.0511
Si -0.1199 2.1584 21.8178 0.0029 -0.0285 0.0197
Si 5.9445 9.2861 22.2244 -0.0227 0.0325 0.0111
Si 2.2863 1.8498 10.5436 -0.0033 0.0424 -0.0227
Si -1.5428 5.5657 16.2673 -0.0277 -0.0015 0.014
Si 3.0115 4.3573 17.9829 0.032 -0.0297 0.0049
Si 5.0357 7.6003 17.8212 0.0276 0.0001 -0.0207
Si 0.4122 -0.0912 20.0694 0.0142 -0.0068 -0.0037
Si 2.2496 7.1651 17.001 0.0123 -0.0054 -0.0083
Si 12.6577 2.5288 19.1962 -0.0034 -0.0169 0.0134
Si -1.3212 6.2764 21.5322 0.0181 -0.0014 0.0124
Si 6.8714 8.1631 11.2056 0.0093 -0.0056 0.0688
Si 2.9559 6.5249 13.9638 -0.0129 -0.0193 0.0103
Si -0.6472 12.7916 11.1627 0.0311 0.0171 0.0349
Si 8.8204 11.7905 15.5125 0.0059 -0.013 0.0203
Si -0.5733 4.5581 9.8292 0.0293 0.0138 0.0002
Si 5.6066 15.9719 19.2011 0.0111 -0.0152 -0.0361
Si 0.6701 8.4893 21.7755 0.0181 -0.0117 0.0383
Si 16.919 -2.238 8.8171 -0.0381 0.017 -0.0236
Si -4.8176 13.1738 13.914 0.0009 0.0056 0.011
Si -0.4729 8.2877 16.4127 -0.0122 0.022 0.0048
Si 9.7881 -1.687 8.5834 0.0261 0.0209 -0.0387
Si 0.8246 14.4063 16.4069 -0.001 -0.0272 0.016
Si 5.6189 4.0565 22.2245 0.0019 -0.036 0.0155
Si 5.6589 -4.0445 14.9672 0.0131 -0.0013 0.0465
Si -0.4381 2.0452 14.1109 0.0104 0.017 -0.002
Si 7.6771 3.0099 8.5289 -0.0089 0.021 -0.0512
Si 8.4827 5.9591 19.0606 -0.0088 0.0007 -0.0154
Si -0.8104 10.114 14.1203 0.0061 -0.0209 0.0032
Si -1.9834 8.6862 11.6918 0.0005 -0.039 0.0365
Si 5.0324 0.7682 11.9956 -0.0323 0.0012 0.0174
Si -4.4866 8.874 19.3211 -0.0083 -0.0195 -0.0107
Si -3.7374 5.0063 14.132 0.0059 0.0179 -0.0014
Si 9.5118 10.2968 18.1189 0.017 -0.0104 0.0073
Si 1.934 4.9204 11.496 -0.0097 -0.0405 0.0271
Si 4.6337 8.7096 13.1217 0.0225 0.0046 0.0152
Si 3.2915 -4.4991 9.1722 -0.0112 -0.0092 -0.0135
O -3.8581 2.83 10.1466 0.0044 -0.0226 0.0311
O 7.1083 6.4233 14.4103 -0.0029 0.0005 -0.0118
O -2.1108 1.0336 11.0306 -0.014 0.0094 -0.0221
O -0.6549 2.6491 12.611 -0.0082 -0.0053 0.0073
O 2.138 5.4333 13.0473 0.0113 0.0234 0.0069
O 4.6354 15.1898 18.1237 -0.0246 0.0047 0.0021
O -13.3842 13.0075 15.0452 -0.0016 0.0025 0.0023
O -0.2907 0.5789 21.3892 0.0162 -0.005 -0.0229
O 8.4303 4.9963 12.5991 -0.0136 -0.0037 -0.0001
O 6.4138 9.0982 9.9477 0.0292 -0.0017 -0.0078
O 8.0332 8.9788 12.0407 0.0009 0.0041 -0.0452
O 9.882 9.2143 10.187 -0.0119 -0.021 0.0701
O 0.0687 0.5177 13.8957 -0.0106 -0.0141 -0.001
O -0.6272 2.9425 9.9607 -0.0144 -0.0353 -0.0228
O 0.8345 7.9139 17.3262 0.0008 -0.0001 0.0056
O 10.4625 7.0149 15.6603 0.0035 -0.0067 -0.0169
O -0.1422 4.7696 16.4616 0.0012 0.0008 -0.0004
O 9.0815 4.8316 15.2012 0.0151 0.0003 -0.0009
O -0.7667 10.6894 18.9715 -0.037 -0.0103 -0.0115
O -0.9367 -1.5526 12.6918 0.0051 0.0078 -0.0049
O -0.1309 -1.6096 22.9459 0.0126 -0.0771 -0.0215
O 5.3397 1.7772 13.2753 0.0127 0.011 0.0035
O -2.2414 5.8003 17.7122 0.023 -0.0092 -0.0279
O 6.2152 9.1687 20.6369 0.0159 -0.0101 -0.0179
O 5.0905 6.6036 19.1423 -0.009 0.0036 0.0169
O -5.5802 -2.0696 18.0981 -0.0108 -0.0037 0.0085
O 5.3483 8.4726 14.5943 -0.0014 -0.0027 -0.0137
O 0.0226 2.9857 20.407 0.0189 0.0093 -0.03
O 13.111 0.9734 19.4863 0.0086 0.0167 0.017
O 4.3708 7.591 9.5116 0.0204 0.0047 -0.0413
O -1.7219 7.0867 11.8553 -0.0054 0.0292 -0.0377
O -2.3249 -0.4745 14.6583 -0.0043 0.0138 -0.0089
O 6.779 -7.1371 14.3655 -0.0021 -0.011 -0.0058
O 2.9116 5.8553 10.6149 -0.0009 0.0136 -0.0181
O 7.9405 2.1265 12.7625 -0.0049 0.0007 -0.0154
O 2.2096 -4.1813 15.4082 0.0023 0.0077 -0.0043
O 9.0488 11.4896 17.0985 -0.0081 0.0128 -0.0085
O 0.3683 2.56 17.7059 0.0003 0.0257 -0.0271
O 0.4117 -5.7573 10.9753 -0.0075 0.0076 -0.0271
O 3.1501 7.988 13.1965 0.0004 -0.0056 -0.0125
O 9.939 -1.9878 17.3078 0.0157 -0.0077 0.006
O 2.4357 3.7446 16.5773 -0.0068 0.0099 -0.0105
O -3.6617 7.4648 19.3592 -0.0058 -0.0006 0.0081
O 4.4684 5.9694 14.3026 -0.0079 0.0022 -0.0144
O 1.1691 9.4957 20.5779 -0.0094 0.0109 0.0198
O 0.8465 1.112 10.9948 -0.0361 -0.0145 -0.0207
O 7.202 4.9599 18.8593 0.0027 0.0019 0.0232
O 0.025 -1.6611 15.2267 0.0029 0.0102 -0.0049
O 7.5014 6.7198 10.7372 -0.0078 0.0057 -0.0477
O 8.2355 10.0334 19.0963 0.0146 0.009 0.0105
O 9.4557 5.571 20.3235 -0.0116 -0.0019 0.0127
O 5.5678 7.8454 12.1039 -0.0253 0.0093 -0.017
O 7.2768 1.2824 15.1669 -0.0043 -0.0032 0.007
O 5.4513 4.2924 20.6338 0.0049 0.0071 -0.0243
O 3.5362 19.053 17.399 -0.015 -0.0028 0.0048
O 0.7198 2.821 14.9278 -0.002 -0.0042 -0.0014
O 6.4793 11.6737 11.1471 0.0016 -0.0006 -0.0167
O 2.3475 3.5199 19.225 0.0032 0.0246 -0.0045
O 5.6591 6.7251 16.5848 -0.0025 0.0016 -0.0164
O 2.2976 3.3477 11.2231 0.0011 0.016 -0.0138
O -13.6661 16.0764 10.1256 -0.0197 0.0044 -0.0298
O 16.2261 10.256 12.6441 0.0003 -0.0104 -0.0133
O 2.4282 -5.0549 18.0016 -0.0024 0.0108 0.0048
O 3.6999 12.1191 11.1029 0.043 -0.019 -0.0021

Results
free energy: -142855.343 eV
free energy less fixed offsets of O -568.88, Si -635.61 eV per atom: 5.157 eV

The program warned: the cutoff lies below the one the program advises for these potential files; the exchange-correlation potential is rough where the density is thin.
